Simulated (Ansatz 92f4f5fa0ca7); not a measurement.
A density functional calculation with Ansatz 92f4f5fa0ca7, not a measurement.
Periodic cell of 140 atoms, Si84O56, from a study of silicon, its oxide and their interface. The atomic structure is a simulated model.

Settings: functional r2SCAN; potential files Ansatz norm-conserving; basis plane waves; wave-function cutoff 1300 eV; density cutoff ratio 4; exchange-correlation grid ratio 1; k mesh 2 x 2 x 1, shifted by 0.5 0.5 0.5 of a step; self-consistency stop 5e-08 eV per atom in the density residual; occupations Fermi-Dirac, 0.05 eV; spin none; net charge 0.

Cell vectors (angstrom)
a  10.88  0  0
b  0  10.88  0
c  0  0  20.8831

Atoms: element, x, y, z (angstrom)
Si  2.9074  -1.4839  -0.2907
Si  3.5558  2.6615  -0.4441
Si  0.0732  5.4484  -0.0574
Si  3.4551  9.1772  -2.5774
Si  6.6006  1.6891  -0.4957
Si  7.9484  3.6571  -0.3429
Si  6.2889  5.2875  -0.4219
Si  8.3452  10.1035  -1.3116
Si  2.0471  1.152  0.7688
Si  4.0636  4.076  1.3323
Si  1.3114  7.0122  1.1663
Si  4.5214  9.9861  1.5189
Si  6.2664  0.8719  1.6484
Si  9.4965  4.2067  1.3557
Si  7.3293  7.3278  1.4879
Si  8.9101  9.1447  1.5348
Si  -0.0587  2.6824  2.553
Si  2.8753  0.1905  2.7947
Si  -0.0035  8.3333  2.5834
Si  2.6702  5.527  2.5724
Si  5.4221  2.7566  2.7936
Si  8.0328  -0.0425  2.895
Si  5.5511  8.244  2.732
Si  8.2795  5.5897  2.7687
Si  1.3909  4.0502  3.9493
Si  4.0754  1.531  4.2707
Si  1.3055  9.729  3.9746
Si  4.0954  6.8735  3.959
Si  6.8812  4.1434  4.0499
Si  9.5062  1.3958  4.0634
Si  6.7712  9.5117  4.3086
Si  9.7517  6.8836  4.0425
Si  -0.0686  0.0631  5.5331
Si  2.6465  2.8432  5.5945
Si  0.196  5.4838  5.3883
Si  2.6812  8.3236  5.2665
Si  5.3963  0.0763  5.5737
Si  8.2245  2.7987  5.4791
Si  5.5198  5.5393  5.3539
Si  8.3827  8.1763  5.409
Si  1.2446  1.4042  7.0067
Si  4.1375  4.3001  6.7799
Si  1.5168  6.9433  6.7539
Si  3.889  9.6523  6.8144
Si  6.8038  1.4042  6.8774
Si  9.6742  4.2163  6.7894
Si  7.1255  6.7293  6.6785
Si  9.5243  9.471  6.9938
Si  0.0212  2.9718  8.2978
Si  2.5557  -0.0957  8.3787
Si  0.1583  8.1073  8.297
Si  3.4166  6.1976  8.0057
Si  5.4079  2.8627  8.0666
Si  7.9085  -0.1714  8.3341
Si  4.9927  8.1436  8.2369
Si  8.4752  5.6281  8.2142
Si  1.2069  4.8458  10.4463
Si  4.0235  1.4528  9.3594
Si  1.8849  8.7141  9.8343
Si  2.8151  6.502  10.1887
Si  7.0353  4.1205  9.2081
Si  9.3166  2.1496  9.8043
Si  6.2608  10.2051  10.0008
Si  9.8723  6.8722  10.0054
Si  2.383  2.4868  11.9301
Si  5.9151  6.9105  13.978
Si  -0.0802  8.8502  12.2302
Si  5.4605  5.4244  11.5369
Si  17.5545  9.3118  15.2168
Si  1.297  -0.6595  16.3915
Si  5.3082  5.1765  15.5178
Si  2.1802  14.8861  19.0541
Si  15.8076  2.9289  13.3688
Si  6.0937  10.8678  12.8721
Si  10.2265  10.8746  17.4523
Si  6.465  -2.1288  17.9413
Si  -0.2269  11.9306  12.3925
Si  -0.279  1.4562  15.2927
Si  6.5385  5.5914  17.4884
Si  -0.2518  2.9022  17.7498
Si  2.6786  6.3817  16.9087
Si  1.399  8.2969  14.9238
Si  9.1511  4.5181  18.7219
Si  15.2652  8.6903  13.9181
O  2.3209  -2.9385  0.2148
O  -3.5897  -1.969  -1.5634
O  1.4994  6.9386  -5.0149
O  2.2969  5.3275  -2.8023
O  2.7876  8.4895  -6.8237
O  -0.8316  5.7376  -1.4568
O  5.0456  12.8661  -0.9974
O  1.2787  4.4303  -0.5284
O  0.5925  1.8138  1.2308
O  12.2052  2.9681  -2.7525
O  10.211  1.4113  -2.5802
O  9.1403  9.9145  0.0757
O  4.9715  5.2094  0.5167
O  6.8935  17.6466  -0.0301
O  5.2767  3.6624  -6.0879
O  5.7808  1.5676  13.1054
O  3.3393  13.4722  13.2503
O  3.2682  2.2382  10.5972
O  5.1779  0.5505  10.0704
O  4.0388  6.1748  11.2743
O  5.2693  3.9533  12.1702
O  1.2665  9.0715  11.335
O  6.5165  7.945  7.664
O  6.255  5.1969  10.1651
O  6.8879  -0.4865  11.5215
O  10.2288  -0.5154  12.4269
O  12.0228  3.9308  9.0884
O  12.0754  11.577  15.3895
O  8.9798  0.6539  9.2806
O  10.6215  5.5551  10.6674
O  -0.6831  1.758  13.7769
O  1.3733  1.234  12.166
O  9.7756  7.9186  11.3351
O  5.377  8.8293  9.7263
O  2.6343  10.2298  17.3491
O  5.0376  9.4411  18.2305
O  1.5575  14.7633  11.7306
O  -0.9826  12.8049  11.2886
O  14.6895  5.6804  15.9802
O  11.1368  8.2289  13.7275
O  1.7947  -0.2425  20.7795
O  -0.326  2.874  16.1055
O  7.1373  7.852  14.6121
O  7.0531  10.4704  14.1428
O  6.4026  18.0945  17.4617
O  14.0658  7.6827  17.7165
O  4.7069  9.9649  12.8979
O  7.9453  3.0294  10.067
O  15.8974  9.2731  15.3445
O  6.3872  6.3168  12.526
O  9.4305  -1.0146  18.3897
O  5.7918  5.1752  18.894
O  7.2168  -1.3165  16.7195
O  -2.7772  5.0812  17.5706
O  7.4981  0.6315  19.4917
O  -1.3523  0.4135  15.997

Results
free energy: -35876.619 eV
free energy less fixed offsets of O -463.61, Si -117.95 eV per atom: -6.659 eV
pressure: -1.59 GPa
stress xx, yy, zz, yz, xz, xy (GPa, positive in tension): 0.69, 2.02, 2.06, 0.48, 0.88, -0.36

Forces (eV/angstrom), in the order of the atoms: element, x, y, z
Si  -0.0564  0.2635  0.6542
Si  0.6541  -0.5463  -0.1432
Si  -0.559  -0.2767  -0.6165
Si  -0.366  -0.1141  -0.6395
Si  0.5497  -0.1545  0.3048
Si  -0.4724  -0.3126  0.1356
Si  0.2049  0.4612  0.0717
Si  -0.0342  0.2077  -0.0931
Si  -0.4519  -0.257  0.4036
Si  0.4613  0.5031  0.1568
Si  0.531  0.4551  0.0358
Si  0.1818  -0.0181  -0.0903
Si  -0.2186  -0.2093  -0.1329
Si  -0.0782  0.0825  0.0062
Si  -0.4418  -0.3027  -0.4447
Si  0.3861  0.5195  -0.3045
Si  0.1873  -0.2317  -0.7719
Si  0.0229  0.1514  -0.0751
Si  -0.0944  -0.0313  -0.1005
Si  -0.1367  -0.2786  0.0747
Si  -0.1322  0.1644  0.0648
Si  -0.1641  0.0459  -0.027
Si  -0.0336  0.1665  -0.1229
Si  0.0443  -0.1278  0.1219
Si  -0.069  0.0054  -0.0315
Si  0.0614  -0.0395  0.1489
Si  0.0795  0.0112  0.0539
Si  -0.0366  0.0167  0.1071
Si  0.0609  0.09  -0.0872
Si  0.0314  -0.1807  0.0682
Si  -0.0191  -0.0429  0.1489
Si  0.0268  -0.0206  0.1717
Si  -0.0344  0.0598  0.1789
Si  0.0541  -0.0007  0.1358
Si  -0.0819  -0.1004  0.1165
Si  0.1644  0.0817  0.052
Si  0.054  -0.0657  -0.0377
Si  -0.1451  0.0456  0.2113
Si  -0.1216  -0.08  -0.0039
Si  -0.0331  -0.1028  -0.0541
Si  -0.0769  -0.1642  0.0127
Si  -0.0636  0.0261  -0.0708
Si  0.0229  -0.3237  0.0123
Si  0.143  0.1304  -0.0132
Si  0.1598  -0.1213  -0.2533
Si  0.1493  0.1899  -0.3847
Si  0.0047  0.6457  0.2931
Si  -0.1193  0.1426  0.0309
Si  0.3992  -0.0145  -0.1255
Si  0.1024  -0.1399  0.0224
Si  0.0919  -0.0394  0.3602
Si  0.5512  0.2234  -0.2593
Si  0.0194  0.1178  -0.0177
Si  0.3884  0.3217  -0.2508
Si  0.1592  0.2007  -0.1171
Si  -0.4026  -0.1805  0.3221
Si  -0.4431  -0.1916  0.6352
Si  -0.0008  0.0388  0.8338
Si  -0.6435  1.064  -0.0099
Si  0.63  -0.3743  0.0497
Si  -0.0048  -0.2  0.4537
Si  -0.5535  -0.1975  0.8603
Si  -0.5525  0.1205  0.5474
Si  0.3575  0.0228  -0.0837
Si  0.1156  -0.3336  0.3031
Si  0.3392  0.0436  -0.1362
Si  0.102  0.3345  0.1352
Si  0.1725  -0.2448  -0.0669
Si  0.0987  0.4403  0.1055
Si  0.0534  0.2189  -0.2984
Si  -0.0996  -0.4536  -0.5238
Si  -0.4924  0.0002  -0.6379
Si  0.0636  -0.2667  -0.0321
Si  -0.0842  -0.0694  0.3922
Si  -0.3787  0.2262  0.0422
Si  0.3098  0.229  -0.1079
Si  -0.0323  0.0741  0.1847
Si  -0.1842  0.1037  -0.4256
Si  0.1564  -0.0848  0.3356
Si  -0.1763  -0.2635  -0.2935
Si  -0.1885  0.1754  -0.2783
Si  0.2118  0.2013  -0.2136
Si  0.0712  -0.0146  -0.3749
Si  -0.5932  0.8963  0.1065
O  -0.2802  0.0926  0.0875
O  -0.1058  0.0089  -0.18
O  0.3911  -0.2583  0.2367
O  0.0464  -0.1639  0.063
O  0.1517  -0.1997  0.1908
O  0.3181  -0.1211  0.5545
O  -0.7436  0.4157  0.1022
O  0.1302  -0.0114  -0.1894
O  0.2619  0.396  0.4766
O  0.2374  0.4372  0.3474
O  0.1217  0.019  -0.1903
O  -0.2637  -0.3316  0.1639
O  0.2144  -0.2233  0.1079
O  0.2412  -0.0659  0.2948
O  -0.2171  0.4865  0.1511
O  -0.1687  0.0292  -0.1546
O  -0.0097  0.1144  -0.3169
O  0.0315  -0.0459  -0.2425
O  0.3411  -0.2751  -0.1906
O  -0.0488  0.184  -0.1114
O  -0.1117  0.3124  0.072
O  0.1813  -0.3004  -0.2712
O  -0.5511  -0.5647  -0.2531
O  -0.154  0.1601  0.0518
O  -0.17  -0.1214  -0.3744
O  0.0656  -0.0869  -0.0502
O  -0.1397  0.1024  0.0657
O  -0.2596  -0.0688  0.3013
O  -0.0191  0.1507  -0.0918
O  -0.0102  0.0024  -0.3241
O  0.2966  -0.2701  0.0361
O  -0.0379  0.2214  -0.1
O  -0.1333  -0.4222  -0.5598
O  -0.1166  -0.1108  -0.2261
O  0.2067  -0.2056  0.1223
O  0.1247  -0.0922  -0.0671
O  -0.0124  0.0239  -0.4238
O  0.1168  0.0184  -0.2426
O  -0.0924  -0.0425  0.0986
O  -0.0154  0.038  -0.3682
O  0.2714  -0.3257  -0.0621
O  0.0659  -0.4411  0.1928
O  -0.3279  0.0223  -0.0153
O  -0.2695  -0.3603  0.1007
O  0.0244  0.0523  0.0988
O  0.1596  0.1516  0.0996
O  0.2314  -0.3087  0.1172
O  0.2724  -0.0049  -0.5669
O  0.3972  -0.3121  -0.1862
O  -0.2767  -0.018  -0.0404
O  -0.3136  0.0815  0.3219
O  0.1022  0.1075  0.1417
O  -0.4059  -0.361  0.0336
O  -0.0238  0.2763  0.2226
O  -0.0221  -0.348  -0.0644
O  0.5322  0.2129  0.2977
